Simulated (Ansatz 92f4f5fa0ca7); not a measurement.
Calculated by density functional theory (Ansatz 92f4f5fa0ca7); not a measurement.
Periodic cell of 256 atoms, Si144O112, from a study of silicon, its oxide and their interface. The atomic structure is a simulated model.
This geometry differs little from another in the collection (a relaxation step or a small displacement).

Settings: functional r2SCAN; potential files Ansatz PAW; basis plane waves; wave-function cutoff 800 eV; density cutoff ratio 5; exchange-correlation grid ratio 1; k mesh 1 x 1 x 1, shifted by 0.5 0.5 0 of a step; self-consistency stop 1e-10 eV per atom in the density residual; occupations fixed; spin none; net charge 0.

Cell vectors (angstrom)
a 10.887 0 0
b 0 10.887 0
c 0 0 36.9709

Atoms and the computed forces on them: element, x, y, z (angstrom), force x, y, z (eV/angstrom)
Si -0.0385 -0.1846 -0.1595 0.0069 0.0016 0.1012
Si 2.8572 2.7817 0.1526 -0.0053 -0.0071 0.0834
Si -0.5022 5.9433 -0.0041 -0.0108 0.0145 0.0841
Si 3.2685 7.648 -0.0838 0.0078 -0.0174 0.0914
Si 6.0354 -0.583 0.0874 0.0123 -0.0129 0.0853
Si 7.609 3.2213 -0.0194 -0.013 0.0135 0.0877
Si 5.4196 5.4186 0.4121 0.0017 0.0008 0.039
Si 8.2187 8.1231 0.4568 -0.0001 -0.0027 0.0373
Si 1.3623 1.2723 1.1727 -0.0008 -0.0017 -0.0042
Si 4.0649 4.0365 1.668 -0.0009 0.0015 -0.0014
Si 1.3971 6.7937 1.2066 -0.0017 0.0003 -0.0048
Si 4.2471 9.3314 1.307 -0.0018 0.0006 -0.0081
Si 6.8382 1.3413 1.2796 -0.0001 -0.0005 -0.001
Si 9.3856 4.1864 1.2685 0.0006 -0.0013 -0.0056
Si 6.8111 6.7642 1.6868 -0.0006 0 -0.0035
Si 9.6726 9.5411 1.5274 -0.0004 -0.0038 -0.0042
Si -0.0367 2.7188 2.5445 -0.0029 -0.0002 0.0005
Si 2.7798 -0.0887 2.5627 0.0012 -0.0037 0.0004
Si 0.1625 8.132 2.7493 -0.0007 0.0003 -0.0003
Si 2.619 5.4634 2.7848 0.0007 -0.0017 0.0007
Si 5.4848 2.5859 2.8032 -0.0003 0.0002 0.002
Si 8.2407 0.0878 2.7404 0.0004 -0.0005 -0.0003
Si 5.4383 8.1506 2.9208 0.0013 -0.0037 0.0031
Si 8.2015 5.3792 2.8925 -0.0031 0.0025 0.0043
Si 1.2795 4.0443 4.0505 -0.0011 0.0026 0.0013
Si 4.0608 1.2581 4.0606 0.0014 -0.0008 0.0006
Si 1.4648 9.5199 4.0721 -0.0003 -0.0023 0.0007
Si 4.0238 6.7832 4.1726 -0.002 0.0012 -0.0001
Si 6.8178 3.9935 4.1611 0.0015 -0.0026 0.0004
Si 9.5749 1.4237 4.0847 -0.0021 -0.0003 0.0012
Si 6.8494 9.5844 4.1145 -0.002 0.0008 -0.0016
Si 9.6089 6.7999 4.1018 -0.0002 -0.0025 -0.0018
Si 0.0518 -0.0006 5.3884 -0.0012 -0.0018 0
Si 2.6995 2.6798 5.3754 0.0005 0.0011 0.0001
Si -0.0079 5.4199 5.4836 -0.0002 -0.0001 -0.0007
Si 2.7277 8.1779 5.5241 -0.0013 -0.0011 -0.0006
Si 5.4403 -0.0086 5.4842 -0.0002 -0.0004 -0.0006
Si 8.1958 2.7024 5.5201 -0.0002 -0.0013 -0.0001
Si 5.4292 5.3949 5.4526 -0.0007 -0.0002 -0.0007
Si 8.2147 8.1735 5.4175 0.0004 -0.0009 0
Si 1.3715 1.3464 6.7781 -0.0012 -0.0013 -0.0009
Si 4.0578 4.0356 6.7766 -0.0005 -0.0003 -0.0003
Si 1.3389 6.8056 6.8345 -0.0006 -0.0004 -0.0013
Si 4.0949 9.5289 6.8608 -0.0012 -0.0007 -0.0005
Si 6.7898 1.3588 6.8464 -0.001 -0.0006 -0.0004
Si 9.5137 4.1017 6.8616 -0.0009 -0.0009 -0.0006
Si 6.8237 6.797 6.7548 -0.0002 -0.0012 -0.0002
Si 9.5556 9.5388 6.7684 0.0005 -0.0008 -0.0005
Si 0.0071 2.6981 8.1316 -0.0004 -0.0005 -0.0005
Si 2.7196 0.0292 8.1912 -0.0005 0 -0.0008
Si -0.0244 8.1879 8.1841 -0.0005 -0.0004 -0.0014
Si 2.7083 5.4097 8.1244 -0.0006 -0.0003 -0.0003
Si 5.4202 2.7339 8.1982 0.0002 -0.0007 -0.0004
Si 8.1758 -0.0226 8.1402 -0.0009 0 -0.0002
Si 5.4801 8.143 8.1322 0.0004 -0.0005 0.0002
Si 8.1298 5.4659 8.1949 -0.0008 0.0001 -0.0001
Si 1.3694 4.0345 9.4841 -0.0008 -0.0009 -0.0004
Si 4.0644 1.388 9.5799 -0.0006 0.0001 -0.0002
Si 1.3166 9.5862 9.5378 0 -0.0004 -0.0016
Si 4.0906 6.7777 9.4302 -0.0005 -0.0005 -0.0002
Si 6.7627 4.1139 9.5736 0.0001 -0.0004 -0.0001
Si 9.4975 1.3807 9.479 -0.0005 -0.0009 -0.0002
Si 6.8131 9.5135 9.4973 -0.0008 -0.0006 -0.0003
Si 9.4924 6.8286 9.548 -0.0009 -0.0006 -0.0008
Si -0.0536 0.1078 10.9059 0.0023 -0.0009 -0.0004
Si 2.695 2.7553 10.9597 0.0007 0 -0.0005
Si -0.0216 5.3664 10.7909 -0.0021 -0.0003 -0.0003
Si 2.7499 8.1669 10.7327 -0.0009 0.0008 0.0001
Si 5.4782 0.0084 10.8578 -0.0009 0.0004 0.0003
Si 8.1542 2.7086 10.8761 -0.0021 0.0013 -0.0005
Si 5.3504 5.4703 10.9099 -0.0002 -0.0031 -0.0001
Si 8.1215 8.1913 10.9186 0.0004 -0.0011 0.0008
Si 1.2783 1.4674 12.3395 -0.0031 0.0002 0.0015
Si 4.0332 4.1225 12.3553 0 0.0004 0.0034
Si 1.4241 6.7259 11.9856 0.0028 -0.0026 0.0017
Si 4.0768 9.5152 12.1162 0.0002 -0.0017 -0.0013
Si 6.7999 1.3744 12.272 -0.0001 -0.0008 0.0003
Si 9.5378 4.0394 12.2321 -0.0001 -0.0029 -0.0005
Si 6.6971 6.8347 12.2442 -0.0002 0.0019 0.0015
Si 9.4497 9.642 12.2237 -0.0018 0.0012 0.0009
Si -0.0164 2.8418 13.8579 0.0001 0.0026 -0.0048
Si 2.6917 -0.0236 13.4414 0.0013 -0.0006 -0.0043
Si 0.0402 8.1217 13.1496 -0.0005 0.0019 -0.0016
Si 2.6339 5.5433 13.6493 -0.0016 -0.0015 -0.0069
Si 5.4183 2.7207 13.6678 0.0022 -0.0023 -0.0067
Si 8.1364 0.0689 13.7519 -0.0018 0.001 -0.0073
Si 5.3711 8.237 13.6156 -0.0006 0 -0.0041
Si 8.0344 5.3545 13.4549 0.0004 -0.0027 -0.0047
Si 0.908 4.7508 15.0785 0.0078 0.0207 0.1176
Si 4.1284 1.1418 14.8453 -0.028 0.0189 0.0985
Si 1.5205 9.1995 14.5547 -0.0211 0.0084 0.0788
Si 3.7895 7.1229 14.9487 0.0069 -0.0163 0.1006
Si 7.0398 3.839 14.9928 -0.0155 0.02 0.0947
Si 9.3005 1.6334 15.1554 0.0129 -0.0138 0.0924
Si 6.3828 9.8827 14.9581 0.0042 -0.0101 0.0887
Si 9.5418 6.7872 14.3962 -0.0096 0.0173 0.0723
Si 20.2302 -13.2567 30.3458 0.0063 0.012 0.1714
Si 1.6164 8.7301 18.6011 0.0398 -0.0211 0.2235
Si 27.6006 -1.0592 28.3183 0.0003 -0.0323 0.2317
Si -11.3333 1.8925 24.0445 -0.0195 -0.0241 0.2194
Si 21.4617 10.3466 16.8885 0.0307 -0.0413 0.1872
Si 20.9767 -2.4546 25.8877 0.0016 0.0261 0.2506
Si 24.167 -10.0999 24.2829 0.0003 -0.0577 0.2599
Si 35.3038 -1.1957 31.763 -0.0066 -0.004 0.2496
Si 20.4446 -15.1311 28.1815 -0.0128 -0.0304 0.242
Si 24.8189 -15.4823 22.9771 -0.008 0.0361 0.1962
Si 26.0693 11.7679 35.1362 0.0046 -0.0175 0.2101
Si 36.0348 2.5558 17.4749 -0.0017 -0.0088 0.2305
Si 2.0802 -1.3265 34.7716 -0.0081 -0.0195 0.2379
Si 39.3847 -1.1097 31.1473 -0.0159 0.0303 0.1902
Si 31.6583 -10.5046 29.4688 0.0255 0.0153 0.2238
Si 23.6106 -10.3685 29.3442 0.0002 0.0331 0.2341
Si 16.3739 1.9507 19.551 0.0279 -0.0227 0.1962
Si 43.1094 -4.9127 30.7581 0.0401 -0.0305 0.1869
Si 15.9764 -5.6906 17.0881 -0.0074 -0.0306 0.2133
Si 20.3372 -19.9125 35.0416 -0.018 0.0135 0.2216
Si 25.0134 -8.9577 21.4688 -0.0255 -0.0318 0.2229
Si 6.0932 -4.9122 22.3755 0.0024 0.0227 0.2191
Si 22.9663 -7.0345 32.1236 -0.0019 -0.0082 0.2269
Si 19.7197 -4.4199 18.8507 0.0028 -0.0157 0.2306
Si 36.3022 -19.0593 30.4691 -0.0011 0.0005 0.1936
Si 8.3124 -11.096 26.9824 -0.0207 -0.0127 0.242
Si 12.3525 -18.3182 19.6069 -0.0406 -0.0264 0.2269
Si 18.4763 -6.4457 27.8283 -0.0173 0.0397 0.2556
Si 38.0327 -5.8459 29.686 -0.0341 -0.0132 0.1654
Si 5.0342 -10.0364 32.3408 -0.0279 0.0271 0.2219
Si -4.4749 10.6407 20.9377 0.0316 0.0057 0.1839
Si 11.735 4.0489 35.1411 -0.0181 0.0275 0.2122
Si 39.2223 -6.1554 19.5997 0.0253 -0.0307 0.2315
Si 13.0769 -13.0036 24.7814 -0.0206 0.0482 0.2439
Si 51.582 -19.3649 25.4767 -0.0479 -0.0041 0.2842
Si 31.2151 -19.7594 32.0395 0.0284 0.0006 0.2423
Si 14.2344 -11.7701 20.5828 0.0006 0.0186 0.1908
Si 33.619 -15.8983 17.9271 -0.0227 0.0365 0.2243
Si 14.2097 -0.3432 26.8274 0.0206 0.006 0.2907
Si 26.3805 -13.8207 30.2864 -0.0374 0.0098 0.1819
Si 40.6227 4.1829 30.7466 0.0169 -0.0267 0.1981
Si 21.0618 -7.5161 21.4904 -0.0274 -0.0097 0.2194
Si -13.9163 8.0312 21.2732 -0.0192 0.0062 0.2161
Si -2.6845 19.3345 16.7474 0.0144 -0.0424 0.1903
Si 19.5019 6.8405 23.8383 0.0295 0.0274 0.2432
Si 0.2395 -5.0662 22.797 -0.0148 -0.0004 0.176
Si 34.2625 -3.0322 21.2917 0.0202 -0.0429 0.2203
Si 29.7817 -20.0411 22.7245 0.0313 0.0209 0.232
O -6.5046 6.4505 -0.4023 -0.0096 0.0066 -0.0415
O 10 0.951 -20.4529 -0.0309 0.0409 -0.0912
O 0.7257 9.8098 -1.3177 0.0417 -0.0227 -0.0966
O 35.4385 -4.1651 -15.5474 -0.0145 0.0223 -0.1053
O 21.7632 -18.8438 -16.8778 0.0552 0.0018 -0.122
O 14.0712 -2.4851 -6.0319 0.0386 -0.031 -0.093
O 0.0153 5.3847 -1.4561 0.0261 -0.0396 -0.1021
O 6.4482 4.3572 -0.368 0.0072 -0.0109 -0.0362
O 3.0527 -1.7875 -10.8431 -0.0398 -0.0454 -0.1412
O 12.7587 -1.5602 -3.8025 0.0226 0.0048 -0.1846
O 7.5378 9.5161 -16.1884 -0.0039 0.0047 -0.0667
O -0.5392 7.5467 -5.7921 -0.0214 0.0117 -0.0752
O -8.8481 -7.023 -0.7585 -0.0368 0.0193 -0.0891
O 19.0532 2.9697 -5.1859 -0.0275 0.0446 -0.0989
O 26.5785 1.5575 -3.1974 0.0253 -0.0024 -0.166
O 31.0855 -12.3214 17.3453 -0.0072 0.0122 -0.0726
O 0.4238 9.8441 15.5622 0.0376 -0.0236 -0.1072
O 3.9772 4.0242 17.1869 0.0133 0.0288 -0.0722
O 4.9695 -2.3538 28.8056 0.0199 0.0389 -0.1164
O 3.2157 12.6493 16.0772 0.0231 -0.0457 -0.1446
O 18.3422 3.4423 26.5775 0.0243 -0.0719 -0.1644
O 28.0314 -16.9092 21.1999 0.0102 -0.0361 -0.1522
O 11.4893 8.5203 25.0804 0.0549 -0.0042 -0.0977
O 8.7702 -3.0813 15.3956 0.0258 -0.0296 -0.1025
O 32.2294 -5.9124 21.5725 -0.0064 -0.0246 -0.0968
O 6.8513 -1.6466 16.3934 -0.0308 0.0308 -0.0947
O 28.1964 3.187 19.2102 -0.005 0.0162 -0.0712
O 13.6422 11.5106 20.642 0.0043 -0.0192 -0.0752
O 8.6481 -2.9232 22.6762 -0.0259 0.0296 -0.1439
O 3.1789 0.8443 25.7158 -0.0343 0.0382 -0.1689
O 33.5089 -2.7557 19.9084 -0.0101 0.0276 -0.1546
O 17.2706 -0.4127 29.7114 -0.018 0.0006 -0.149
O 3.0686 9.3069 19.123 -0.0355 -0.0276 -0.1217
O 13.5309 -2.6268 15.3244 0.003 0.0025 -0.0537
O 2.324 -0.7711 23.8991 0.0024 0.0199 -0.1
O 13.3077 14.0989 20.9115 -0.0211 0.0302 -0.1088
O 0.4685 7.3683 22.3307 0.0224 0.031 -0.0929
O 5.5542 5.5627 18.6153 -0.0445 0.0167 -0.1461
O 10.5374 5.7831 15.1959 -0.01 -0.0013 -0.0593
O 31.1453 -20.8851 30.9082 0.0083 -0.0518 -0.1445
O -3.649 5.9664 23.5804 -0.0455 -0.0059 -0.1044
O 11.7601 -20.5541 24.6245 -0.0038 0.0148 -0.0829
O 21.0657 -1.204 29.6162 -0.0061 0.0131 -0.0708
O 13.7756 -14.2503 24.0367 0.0251 -0.0773 -0.1266
O 6.9059 11.5936 22.1702 -0.0517 -0.0521 -0.1157
O 13.8183 1.6816 29.477 -0.0269 -0.0432 -0.0938
O 26.6768 -0.8608 21.083 -0.0129 0.0026 -0.0636
O 21.8218 2.8599 22.8438 0.003 0.0482 -0.1357
O 12.2012 -6.0079 16.6806 0.0061 -0.0437 -0.1625
O 27.5234 -13.2856 31.3106 -0.0055 -0.0079 -0.0768
O 17.3442 -27.9129 30.8624 -0.0143 0.0115 -0.0784
O 45.9707 -12.5802 21.6225 0.0155 0.0168 -0.0995
O 24.7117 10.9176 34.962 -0.0041 -0.0032 -0.0822
O 6.1547 -5.8051 28.2635 0.0447 -0.0079 -0.1134
O 7.7171 -31.7595 25.9856 0.0025 0.0688 -0.1256
O 40.8813 -12.5772 31.2801 0.0247 -0.0135 -0.0743
O 6.3924 -3.5351 21.5528 0.0127 0.0136 -0.0833
O 9.6368 0.6098 36.0471 -0.0248 0.0394 -0.0875
O 30.6165 -14.4326 20.2088 0.0325 -0.042 -0.1521
O 10.2628 6.1577 18.1865 0.0313 -0.0054 -0.0801
O 12.6201 -16.4504 23.3093 -0.0065 0.0043 -0.0626
O 9.9263 5.8619 23.8898 0.0352 -0.0154 -0.0949
O 31.4208 -8.2689 25.2774 0.049 -0.0115 -0.1206
O 26.376 -15.9699 23.039 0.029 -0.004 -0.0755
O 30.5759 -10.2842 28.3057 -0.0476 -0.0156 -0.1548
O 39.0812 -21.1328 19.6001 -0.0116 0.0323 -0.0929
O 34.3343 29.1204 17.7184 0.0016 -0.0291 -0.0888
O 23.7557 2.6275 18.3112 0.0412 -0.015 -0.1255
O 17.2627 15.5265 16.2624 0.0458 -0.0337 -0.1155
O 37.4573 -11.0418 27.4754 -0.0469 0.0204 -0.1111
O 20.1952 -9.9566 23.3455 -0.0264 0 -0.0986
O 8.143 2.7001 35.4927 0.0388 -0.0303 -0.1055
O 22.5899 -0.8595 18.033 -0.0579 0.0447 -0.1077
O 19.9364 -5.598 31.1977 -0.0062 0.0111 -0.0698
O 5.2494 -10.7972 15.4243 0.0036 -0.0021 -0.0469
O 13.9411 -20.1088 23.0772 0.0368 0.0528 -0.1852
O 48.4232 -8.8934 31.2271 -0.0198 0.0382 -0.0962
O 30.4187 -8.0993 21.6216 0.0197 0.0328 -0.0946
O 34.1363 4.1517 33.6811 0.0122 -0.0081 -0.1816
O 16.3683 -21.872 35.6108 -0.0323 0.0308 -0.1077
O 31.0893 -20.4017 33.5184 -0.0041 0.0071 -0.1855
O 17.3327 0.053 32.2474 0.0282 -0.043 -0.0937
O 23.2562 -5.8502 19.2281 -0.0023 0.042 -0.1123
O 18.7899 -3.611 17.8042 -0.0188 0.0585 -0.1293
O 4.4344 -4.4165 16.3253 -0.0294 0.0488 -0.113
O 22.1434 -9.7419 29.1092 -0.0013 -0.0035 -0.0731
O 14.7813 -0.273 32.1713 -0.0074 -0.0168 -0.0934
O 8.1548 -8.1261 15.5857 0.0028 -0.0043 -0.0474
O 22.598 -5.6241 31.44 -0.0388 0.0521 -0.091
O 15.6722 13.0553 21.0213 0.0333 0.007 -0.1068
O 12.6299 -11.226 30.7312 -0.0232 0.0434 -0.1369
O 7.1837 -1.7098 36.662 -0.0097 0.0118 -0.0424
O 46.0956 -7.6449 31.5317 0.0475 -0.0192 -0.0977
O 41.4629 -3.1634 25.1839 -0.0468 -0.0578 -0.1501
O 19.4765 -5.2541 27.394 -0.0004 -0.0008 -0.0907
O 37.0632 1.721 18.3973 -0.0525 0.0204 -0.1301
O 21.6623 13.6477 35.2304 0.0011 -0.0063 -0.0754
O 24.0183 -11.2079 28.0402 0.0485 -0.0334 -0.1752
O 28.9135 -23.0427 27.3882 0.0468 0.0175 -0.1003
O 32.6207 -29.8417 31.9485 -0.0117 -0.002 -0.076
O 52.2089 -25.0705 29.1846 0.0031 -0.0305 -0.1157
O 7.3691 2.5589 23.9942 -0.0038 -0.0152 -0.1676
O 32.2006 -25.1205 27.192 0.0218 0.0564 -0.1584
O 51.6418 -5.794 19.2532 0.0062 0.0195 -0.0811
O -1.6454 -3.7958 36.6044 0.0099 -0.0093 -0.0342
O 31.3489 -0.9811 26.3338 0.0368 -0.0386 -0.1018
O -6.8843 2.0272 36.2291 0.0226 -0.0363 -0.0882
O 10.5924 27.621 29.1491 -0.0253 0.0243 -0.1367
O 26.3606 -15.4045 30.111 0.0128 -0.0155 -0.0599
O 2.8307 8.2752 35.4313 -0.0237 0.0447 -0.1147
O 36.9114 -6.9894 29.5912 0.0259 0.0333 -0.0711
O 29.9577 -18.0395 29.1879 -0.0108 0.0083 -0.1564

Results
free energy: -155986.649 eV
free energy less fixed offsets of O -570.45, Si -639.56 eV per atom: 0.391 eV

The program warned: the cutoff lies below the one the program advises for these potential files; the forces do not sum to zero within the program's tolerance; empty levels may hold ghost states of the PAW files; the exchange-correlation potential is rough where the density is thin.
